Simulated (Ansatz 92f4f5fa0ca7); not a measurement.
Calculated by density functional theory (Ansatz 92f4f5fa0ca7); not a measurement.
Periodic cell of 219 atoms, Si133O78N8, from a study of silicon, its oxide and their interface. The atomic structure is a simulated model.
Doubt: the cutoff is far below the 930 eV that the study's wrapper takes by default for these files, so forces and energies are approximate.
This geometry differs little from another in the collection (a relaxation step or a small displacement).

Settings
functional: PBE
potential files: Ansatz PAW
basis: plane waves
wave-function cutoff: 580 eV
density cutoff ratio: 5
exchange-correlation grid ratio: 1
k mesh: 1 x 1 x 1, Gamma-centred
self-consistency stop: 5e-08 eV per atom in the density residual
occupations: fixed
spin: none
net charge: 0

Cell vectors (angstrom)
a	10.938	0	0
b	0	10.938	0
c	0	0	31.6754

Atoms and the computed forces on them: element, x, y, z (angstrom), force x, y, z (eV/angstrom)
Si	-0.69	0.526	24.1088	0.0165	-0.032	0.034
Si	5.7992	-0.3708	24.4732	-0.0586	0.0124	0.1288
Si	2.3316	2.4934	23.9711	-0.0499	-0.0321	-0.0196
Si	7.9662	2.6862	24.3989	0.0024	0.0753	0.0959
Si	0.3197	5.0529	23.9902	-0.0767	0.0528	0.1462
Si	5.7842	4.9613	24.3518	0.0428	0.0326	0.0288
Si	2.4292	8.1397	23.9577	-0.0881	-0.0756	0.1793
Si	7.872	8.146	24.2563	0.0291	-0.003	0.0471
Si	1.1159	1.2838	25.557	-0.0208	0.0058	0.0001
Si	6.8253	1.2383	25.8284	-0.0127	0.0126	-0.0605
Si	3.9893	3.8104	25.3278	0.0388	-0.0032	0.0355
Si	9.5557	4.1052	25.4373	-0.0747	-0.0479	-0.039
Si	1.3247	6.6801	25.4758	0.0236	0.0811	-0.1209
Si	6.8298	6.6316	25.7532	0.0032	-0.0428	-0.0354
Si	4.0231	9.3525	25.408	0.0649	0.0175	-0.0702
Si	9.5338	9.4974	25.3318	-0.0244	-0.0069	-0.0053
Si	2.7069	-0.0622	26.8024	-0.0181	-0.0002	0.0308
Si	8.317	-0.1112	26.9502	-0.0058	-0.0088	0.0069
Si	-0.0425	2.7823	26.9089	0.0052	0.0216	0.0094
Si	5.4096	2.7152	26.9215	0.0022	-0.0065	-0.0086
Si	2.7969	5.3865	26.8094	-0.0258	-0.008	0.0301
Si	8.3205	5.415	26.9723	-0.0114	-0.0167	-0.0162
Si	-0.0022	8.1735	26.8116	0.0408	-0.0053	0.0056
Si	5.4374	8.146	26.908	-0.014	0.003	0.0227
Si	4.1018	1.3673	28.2571	-0.5947	-0.4045	-0.0497
Si	9.5708	1.3673	28.2571	0.2944	-0.0298	0.308
Si	1.3673	4.1018	28.2571	0.1881	0.184	-0.1364
Si	6.8362	4.1018	28.2571	0.0053	-0.1361	-0.0106
Si	4.1018	6.8362	28.2571	-0.1801	-0.5033	0.083
Si	9.5708	6.8362	28.2571	0.4732	0.4101	0.3104
Si	1.3673	9.5708	28.2571	-0.0585	-0.2188	-0.4142
Si	6.8362	9.5708	28.2571	-0.0406	-0.32	0.0583
Si	0	0	29.6244	0.0431	0.1307	0.0025
Si	5.469	0	29.6244	-0.046	-0.005	-0.0677
Si	2.7345	2.7345	29.6244	-0.1502	-0.1481	-0.0116
Si	8.2035	2.7345	29.6244	-0.26	-0.1974	-0.0081
Si	0	5.469	29.6244	0.1639	0.2558	0.0299
Si	5.469	5.469	29.6244	0.0161	0.0838	-0.0066
Si	2.7345	8.2035	29.6244	-0.2013	-0.1396	-0.0405
Si	8.2035	8.2035	29.6244	-0.1254	-0.1222	0.0268
Si	1.3673	1.3673	30.9916	0.0507	-0.0085	0.0085
Si	6.8362	1.3673	30.9916	0.0433	-0.0105	0.0151
Si	4.1018	4.1018	30.9916	0.0358	-0.04	-0.043
Si	9.5708	4.1018	30.9916	0.0249	-0.0213	-0.0531
Si	1.3673	6.8362	30.9916	0.0268	-0.0469	0.0434
Si	6.8362	6.8362	30.9916	0.0139	-0.0139	0.0043
Si	4.1018	9.5708	30.9916	0.0631	-0.0292	-0.0336
Si	9.5708	9.5708	30.9916	0.0001	0.0639	-0.0418
Si	2.7345	0	0.6835	-0.051	0.0209	-0.0008
Si	8.2035	0	0.6835	-0.0649	-0.0109	0.0015
Si	0	2.7345	0.6835	-0.0189	-0.0369	0.022
Si	5.469	2.7345	0.6835	-0.0365	0.0194	0.0215
Si	2.7345	5.469	0.6835	-0.0345	0.0758	-0.0015
Si	8.2035	5.469	0.6835	-0.0656	0.0666	0.0128
Si	0	8.2035	0.6835	-0.0519	-0.0205	0.026
Si	5.469	8.2035	0.6835	0.0517	-0.0396	0.0328
Si	4.1018	1.3673	2.0507	0.0748	-0.0464	0.1027
Si	9.5708	1.3673	2.0507	0.0316	0.0091	-0.045
Si	1.3673	4.1018	2.0507	0.0946	0.0221	-0.0472
Si	6.8362	4.1018	2.0507	0.0097	-0.0961	0.0638
Si	4.1018	6.8362	2.0507	-0.0492	-0.0671	-0.0402
Si	9.5708	6.8362	2.0507	0.0544	-0.0284	0.0367
Si	1.3673	9.5708	2.0507	0.2395	0.1954	0.0434
Si	6.8362	9.5708	2.0507	0.0677	0.1023	-0.0723
Si	0	0	3.418	0.0133	0.5164	-0.1172
Si	5.469	0	3.418	0.4593	-0.0942	-0.3842
Si	2.7345	2.7345	3.418	-0.3768	0.3685	0.1586
Si	8.2035	2.7345	3.418	0.1044	0.1097	0.0582
Si	0	5.469	3.418	0.0121	0.1205	-0.0399
Si	5.469	5.469	3.418	-0.4948	-0.1017	0.2522
Si	2.7345	8.2035	3.418	0.3721	0.0728	-0.1357
Si	8.2035	8.2035	3.418	-0.0869	0.2278	0.1
Si	1.2555	1.5085	4.8074	0.0252	-0.0138	-0.0123
Si	6.8853	1.3225	4.7659	-0.0139	0.0162	0.0058
Si	4.0191	4.1289	4.8623	0.0122	-0.0085	-0.011
Si	9.535	4.1725	4.802	0.0215	-0.009	0.0047
Si	1.3566	6.8901	4.7594	-0.0197	0.0057	-0.0121
Si	6.771	6.8823	4.7631	-0.002	0.0059	0.0123
Si	4.1917	9.5553	4.7628	0.0001	0.0059	-0.0159
Si	9.612	9.6039	4.7732	-0.0087	0.0147	0.0064
Si	2.7599	0.0779	5.8855	-0.0086	0.0044	0.0544
Si	8.3866	0.1013	6.175	0.0239	-0.0345	-0.0006
Si	-0.0173	3.0073	6.343	-0.0266	0.0128	0.011
Si	5.4797	2.6609	6.0716	-0.0319	-0.0623	0.096
Si	2.6406	5.6462	6.2681	0.0055	-0.0001	0.0044
Si	8.1752	5.6206	6.114	-0.0241	0.0118	0.0704
Si	0.0752	8.3079	6.1421	0.1194	0.0956	0.0488
Si	5.5951	8.2746	6.2711	0.0467	-0.0416	-0.0007
Si	3.9586	1.3702	7.407	0.0485	0.1351	-0.2196
Si	9.3006	1.8409	7.6181	0.0084	0.0132	-0.0523
Si	0.8284	4.8769	7.7287	0.0098	-0.0219	0.0027
Si	6.9345	3.9899	7.2995	0.0446	0.0222	-0.0891
Si	3.8642	7.2378	7.5659	0.0523	-0.0219	-0.029
Si	9.5329	7.0877	7.45	-0.0284	-0.091	-0.0665
Si	1.7241	9.5812	7.363	-0.1024	-0.1099	-0.1577
Si	7.3667	9.4468	7.5234	0.0359	-0.0627	-0.0656
N	8.6855	8.4481	8.31	-0.014	0.0482	0.1126
O	3.1929	2.7951	7.8569	-0.0005	-0.019	0.0001
O	13.0213	16.181	20.6845	0.0016	-0.0055	-0.0055
O	6.2365	3.8971	15.0884	-0.0038	-0.0031	-0.0046
O	6.7994	9.3829	23.837	0.0262	-0.0186	-0.0514
N	-0.0606	5.9839	22.5062	0.0428	0.0412	-0.0832
O	2.2293	2.0018	10.1231	0.0054	-0.0439	0.004
N	-0.4523	5.9476	8.4798	-0.0563	0.0219	0.0493
O	10.999	5.2909	11.2329	-0.0013	-0.0075	0.0057
O	-1.9523	15.0734	10.0731	0.0051	-0.0126	0.0023
N	3.9171	0.3347	8.8841	-0.0107	-0.0408	0.0895
O	4.0317	4.1597	10.0699	0.0016	-0.0013	-0.0018
N	8.7789	6.9031	10.5377	-0.0073	0.0073	0.0273
N	6.796	3.7067	23.4177	0.0079	-0.0058	-0.0441
O	10.983	11.3454	22.6342	0.009	0.0059	-0.0483
O	5.3106	6.3315	23.4547	-0.0266	0.0131	0.0185
O	1.3561	3.8046	23.5166	0.0505	-0.0421	-0.0589
O	2.4959	7.1085	22.6209	0.0097	-0.0264	-0.0771
N	8.0041	7.1338	22.7838	-0.0231	0.0017	-0.0358
O	1.6609	9.5217	23.4341	0.0041	0.0181	-0.025
Si	4.2962	0.6385	22.1403	-0.0487	-0.0157	0.021
Si	9.8393	5.561	10.0838	0.005	0.0162	-0.0299
Si	4.517	8.9582	20.6849	-0.0141	-0.0117	0.0256
Si	6.3199	6.8585	22.2653	0.0145	-0.0084	-0.0103
Si	-1.5813	5.4282	16.539	-0.0095	0.0082	0.0055
Si	9.404	5.8395	13.7155	0.0024	0.0012	-0.0036
Si	-2.8206	-1.001	18.5302	0.0062	-0.0155	0.0024
Si	12.1262	10.0381	14.6877	-0.0026	-0.0015	-0.0058
Si	2.7966	3.3331	9.3547	0.0105	0.0337	-0.0015
Si	1.1867	-3.516	13.4292	-0.0035	-0.0063	-0.0014
Si	-8.2842	4.7234	13.8131	-0.0042	-0.0054	-0.0048
Si	17.9715	3.3877	16.4291	-0.0023	0.005	0.0105
Si	6.707	12.3369	11.8852	0.005	0.0064	-0.0043
Si	7.1788	4.1388	21.7587	0.0121	0.0122	0.0136
Si	2.3309	11.3541	9.6655	-0.0209	0.0265	0.0164
Si	12.6161	8.8642	19.9256	0.002	-0.0004	0.013
Si	5.1665	14.1519	14.0515	0.0042	0.0004	0.0004
Si	9.2246	6.1185	21.9128	0.0106	-0.0511	0.0165
Si	-10.6599	-0.5567	17.7271	-0.0013	0.0002	0.0166
Si	6.0391	-6.4602	19.1856	0.0113	0.0125	0.0339
Si	-4.258	20.4204	11.6435	0.0167	-0.0101	-0.0049
Si	9.0809	8.57	10.0416	0.004	-0.022	-0.0445
Si	0.7801	9.6154	11.6956	-0.0138	0.0039	-0.0103
Si	11.1257	4.0145	12.2894	-0.0017	-0.0024	-0.0145
Si	12.8072	2.0148	17.954	-0.0024	-0.0004	0.0133
Si	3.6613	11.8052	15.6041	-0.0033	0.0056	0.0067
Si	12.4958	-0.1452	22.3715	0.031	0.014	0.0075
Si	6.2846	0.5298	16.8309	-0.0022	0.0014	0.0047
Si	9.3381	13.5198	10.5405	0.0105	-0.0023	-0.0149
Si	2.8108	4.5185	19.3783	-0.0033	0.0011	0.0178
Si	5.3866	-0.0734	9.6432	0.0372	0.0023	-0.0287
Si	5.1747	5.2956	9.673	-0.0172	-0.0127	0.0136
Si	5.9024	11.3098	19.6344	-0.0188	0.0095	0.015
Si	12.3644	4.5703	16.7053	0.0018	-0.0025	0.0065
Si	7.3858	6.5993	11.5877	-0.006	-0.0027	-0.0258
Si	12.3098	6.4564	21.5688	0.0095	-0.004	0.0006
Si	-2.7445	6.8181	19.035	0.008	-0.0035	0.0112
O	2.5799	10.911	14.7663	-0.0024	-0.0014	-0.0031
O	5.0478	10.9678	15.8849	-0.0019	-0.0015	-0.0024
O	7.9894	2.8227	7.7665	-0.0291	0.0153	0.0165
O	2.4063	4.5594	15.4137	-0.0041	-0.0003	-0.0043
O	6.8424	5.9051	18.9496	-0.0017	-0.0057	-0.0085
O	6.4891	10.4469	8.5102	-0.047	0.0379	0.0621
O	-4.8309	16.7356	10.9282	0.0216	0.0078	-0.0127
O	-2.8763	-5.1923	12.7877	0.0038	-0.0027	0.004
O	-0.7918	4.3789	13.5645	0.002	-0.0009	-0.0034
O	13.2312	6.2551	13.457	-0.0022	0.0043	0.0004
O	-4.1755	-0.1095	12.5918	0.0015	0.0014	0.0005
O	0.4332	10.297	13.2042	0.0049	-0.0001	0.0077
O	9.1368	-4.5194	17.787	-0.0058	-0.0084	-0.015
O	1.1881	-1.7569	18.4028	-0.0088	0.0066	-0.0137
O	2.2279	5.2074	17.9951	-0.0036	0	-0.0098
O	11.7532	7.6382	20.572	-0.0088	0.0113	-0.0048
O	10.9741	5.3264	16.3844	0.0001	-0.002	-0.0014
O	7.9826	9.5901	10.6654	-0.0098	0.0059	0.0037
O	18.2208	-0.718	17.1418	-0.0009	0.0013	-0.0008
O	9.0116	1.5725	23.6833	0.0208	-0.0155	-0.0277
O	12.4208	-2.5118	14.6961	0.0016	-0.0025	-0.0006
O	3.0475	1.3459	17.0411	0.0015	-0.0034	-0.0116
O	1.0027	13.9723	17.0303	0.0003	0.0003	-0.0029
O	15.3738	15.6291	19.5064	-0.0007	-0.0027	-0.0081
O	18.4632	10.9648	19.7056	0.0058	-0.0027	-0.0026
O	7.1598	1.7652	16.219	-0.0033	-0.0059	0.0002
O	6.7756	7.9854	12.2716	-0.0024	0.0011	-0.0015
O	8.7715	4.5188	21.8704	-0.0088	0.0026	-0.0103
O	4.2125	15.3436	13.4621	0.0005	-0.0022	0.0016
O	12.5043	-0.7009	20.8268	-0.0063	-0.0103	-0.0149
O	9.68	12.5673	9.2345	-0.0004	0.0062	0.0446
O	4.1136	2.1697	14.7405	-0.0002	-0.0045	-0.0012
O	10.5383	-3.9462	13.4434	0.0013	-0.0024	-0.0007
O	4.4231	6.5815	8.9836	0.0171	-0.0144	0.0183
O	-1.2491	10.2065	18.2489	-0.003	-0.0022	-0.0038
O	4.0331	9.9597	21.9028	0.0094	-0.0056	-0.011
O	5.8862	1.2539	10.4732	-0.0001	-0.0036	0.0046
O	-2.4015	4.0098	16.6458	0.0055	0.0108	-0.0038
O	-0.4443	-1.6948	10.6273	0.0128	0.006	0.0106
O	-5.3346	7.9629	21.3424	-0.0062	0.0063	-0.005
O	1.5379	4.3371	9.1265	-0.0078	0.0034	-0.0044
O	1.4779	8.1862	12.0235	0.0039	-0.0077	0.0056
O	5.634	12.0459	18.2255	0.0037	-0.0012	-0.0118
O	-0.2859	2.6594	11.5191	0.0055	0.0064	0.0101
O	20.0507	6.6036	20.3653	-0.0166	0.0031	-0.0004
O	6.1246	25.6287	17.7263	0.0024	-0.0035	-0.0101
O	5.9814	13.3994	12.8621	-0.0055	-0.0024	0.0048
O	-2.1294	6.1402	15.1907	0.0034	-0.0066	0.0128
O	0.8414	11.7727	18.3799	0.0012	-0.0035	-0.0101
O	-4.1525	3.4372	20.304	-0.0116	-0.0085	-0.021
O	5.3994	0.7542	23.3228	0.0098	0.023	-0.0204
O	6.1999	4.6343	8.6068	-0.0146	0.0124	0.0333
O	-5.7288	-1.1053	19.5251	0.0065	0.0112	-0.0127
O	-2.7638	12.894	11.4791	-0.0121	-0.0058	0.0054
O	13.6977	19.3537	7.9768	-0.0424	0.0586	0.0452
O	18.779	8.3995	18.9671	0.0026	0.0042	-0.0046
O	12.2321	10.7002	8.5412	0.0154	0.0355	0.0461
O	1.6938	3.7831	12.8646	0.0052	0.0037	0.0091
O	6.358	5.5058	21.3876	0.0038	-0.0198	0.0073
O	25.0963	8.2866	19.9773	0.0024	0.0018	-0.0057
N	2.7242	12.151	22.6722	0.0273	-0.0203	-0.0304
O	16.0395	12.131	20.8146	0.0164	0.0002	-0.02
O	0.3491	-0.5685	16.077	-0.0009	-0.0021	-0.0022
O	1.948	-0.3959	11.0196	-0.001	-0.0109	0.0074
O	5.3128	-1.3122	10.7286	-0.0101	-0.0071	0.0064
O	2.4504	2.8934	19.2357	-0.0042	-0.0048	-0.0077

Results
free energy: -131988.113 eV
free energy less fixed offsets of N -385.13, O -568.88, Si -635.61 eV per atom: 1.697 eV

The program warned: the cutoff lies below the one the program advises for these potential files; the exchange-correlation potential is rough where the density is thin.
